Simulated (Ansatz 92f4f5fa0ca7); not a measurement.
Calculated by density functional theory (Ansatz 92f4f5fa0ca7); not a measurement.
Periodic cell of 216 atoms, Si133O81H1N1, from a study of silicon, its oxide and their interface. The atomic structure is a simulated model.
Doubt: the cutoff is far below the 930 eV that the study's wrapper takes by default for these files, so forces and energies are approximate.
This geometry differs little from another in the collection (a relaxation step or a small displacement).

Settings: functional PBE; potential files Ansatz PAW; basis plane waves; wave-function cutoff 580 eV; density cutoff ratio 5; exchange-correlation grid ratio 1; k mesh 1 x 1 x 1, Gamma-centred; self-consistency stop 5e-08 eV per atom in the density residual; occupations fixed; spin none; net charge 0.

Cell vectors (angstrom)
a 10.938 0 0
b 0 10.938 0
c 0 0 31.6146

Atoms: element, x, y, z (angstrom)
Si 0.4559 -0.5284 24.2796
Si 4.6992 0.4904 24.0832
Si 3.1675 2.4158 24.1062
Si 7.7066 3.2064 24.1923
Si -0.7416 6.2274 24.3455
Si 5.9652 4.9665 24.3994
Si 2.0124 8.5397 24.1933
Si 8.6501 8.1374 24.2532
Si 1.3782 1.4056 25.3335
Si 6.6747 1.3589 25.3047
Si 4.1378 4.0498 25.5691
Si 9.4602 4.2069 25.4052
Si 1.2066 6.8379 25.5736
Si 6.8578 6.9563 25.3571
Si 3.9085 9.5672 25.3323
Si 9.6449 9.6584 25.6777
Si 2.6755 0.0305 26.817
Si 8.1176 0.0848 26.7904
Si -0.0304 2.7774 26.7281
Si 5.4768 2.6789 26.8874
Si 2.7116 5.4714 26.815
Si 8.1502 5.5573 26.841
Si -0.0187 8.2227 26.9806
Si 5.4033 8.2558 26.7277
Si 4.1018 1.3673 28.1963
Si 9.5708 1.3673 28.1963
Si 1.3673 4.1018 28.1963
Si 6.8362 4.1018 28.1963
Si 4.1018 6.8362 28.1963
Si 9.5708 6.8362 28.1963
Si 1.3673 9.5708 28.1963
Si 6.8362 9.5708 28.1963
Si 0 0 29.5636
Si 5.469 0 29.5636
Si 2.7345 2.7345 29.5636
Si 8.2035 2.7345 29.5636
Si 0 5.469 29.5636
Si 5.469 5.469 29.5636
Si 2.7345 8.2035 29.5636
Si 8.2035 8.2035 29.5636
Si 1.3673 1.3673 30.9308
Si 6.8362 1.3673 30.9308
Si 4.1018 4.1018 30.9308
Si 9.5708 4.1018 30.9308
Si 1.3673 6.8362 30.9308
Si 6.8362 6.8362 30.9308
Si 4.1018 9.5708 30.9308
Si 9.5708 9.5708 30.9308
Si 2.7345 0 0.6835
Si 8.2035 0 0.6835
Si 0 2.7345 0.6835
Si 5.469 2.7345 0.6835
Si 2.7345 5.469 0.6835
Si 8.2035 5.469 0.6835
Si 0 8.2035 0.6835
Si 5.469 8.2035 0.6835
Si 4.1018 1.3673 2.0507
Si 9.5708 1.3673 2.0507
Si 1.3673 4.1018 2.0507
Si 6.8362 4.1018 2.0507
Si 4.1018 6.8362 2.0507
Si 9.5708 6.8362 2.0507
Si 1.3673 9.5708 2.0507
Si 6.8362 9.5708 2.0507
Si 0 0 3.418
Si 5.469 0 3.418
Si 2.7345 2.7345 3.418
Si 8.2035 2.7345 3.418
Si 0 5.469 3.418
Si 5.469 5.469 3.418
Si 2.7345 8.2035 3.418
Si 8.2035 8.2035 3.418
Si 1.4027 1.3322 4.7346
Si 6.863 1.3363 4.8205
Si 4.2334 4.0128 4.6974
Si 9.6137 4.092 4.7901
Si 1.3961 6.8533 4.9082
Si 6.8099 6.8716 4.698
Si 4.0852 9.5508 4.9033
Si 9.66 9.4584 4.7697
Si 2.633 -0.004 6.2749
Si 8.2775 -0.1026 6.048
Si 0.1504 2.7704 6.1021
Si 5.5659 2.745 6.2316
Si 2.9769 5.4297 6.0268
Si 8.1813 5.5147 5.9995
Si -0.008 8.2214 6.4429
Si 5.5703 8.1771 6.2301
Si 3.7039 1.7984 7.3559
Si 9.9859 1.0107 7.1678
Si 2.0919 3.6318 7.2128
Si 6.6859 4.4896 7.479
Si 4.7671 6.2608 7.3831
Si 8.9293 7.245 7.3959
Si 0.7124 10.2322 7.6714
Si 7.434 9.0937 7.422
N 7.7784 4.0275 8.8954
O 7.4201 9.3252 9.0793
O 8.5158 6.7148 8.9703
O 0.7864 10.2019 9.3676
O 4.0602 1.3543 8.9317
O 2.001 4.3222 8.723
O 9.2356 1.6297 8.4949
O 4.0996 6.7831 8.8077
O 8.586 9.0208 22.7849
O 8.27 2.8166 22.6624
O 5.1096 5.1857 23.0064
O 8.0904 2.8561 19.9941
O 10.8455 10.502 22.7072
O -0.4428 6.3248 22.7098
O 1.8516 7.8723 22.635
O 4.6143 -0.0491 22.4928
Si 8.8504 5.2419 9.5995
Si 0.338 10.3314 10.9438
Si 4.3576 7.0713 10.3764
Si 1.9286 9.9825 16.269
Si -4.6843 6.4403 15.0256
Si 1.9007 3.1803 18.4855
Si 14.2099 6.557 14.3029
Si 5.4376 0.1265 21.0945
Si 3.8338 -0.0736 13.9734
Si 5.3142 0.9858 9.8986
Si 8.0803 2.361 9.358
Si 0.3788 12.6584 16.3862
Si 0.9512 6.6673 21.9378
Si 4.6807 1.7082 18.5713
Si 7.9879 1.8904 21.3464
Si 2.7439 8.8012 12.287
Si 6.8776 3.8724 19.4941
Si 6.171 -4.6488 17.9422
Si 4.2453 2.4701 12.4044
Si 10.3564 2.2765 11.3001
Si 5.1736 5.4597 21.4298
Si -1.8092 -3.959 14.1993
Si 2.7496 8.7166 18.6656
Si -4.5004 3.5621 14.2043
Si 2.8901 4.9163 11.8416
Si 11.774 4.4589 9.8227
Si 5.4304 -2.6933 20.1812
Si 10.3806 8.3522 16.573
Si 2.5454 4.0141 21.3596
Si -1.8279 4.4146 12.6889
Si 8.9618 10.9454 15.3881
Si 10.9695 8.3987 19.6049
Si 6.5325 9.2065 10.4484
Si -1.4154 10.0463 21.8586
Si -4.8695 0.8335 15.8376
Si 8.8515 9.5577 12.5298
Si 3.063 5.927 17.4177
O 0.2108 0.9005 11.5758
O 2.8445 5.2445 13.4342
O 8.7611 2.2148 10.8574
O 6.2418 4.8244 15.1957
O 3.9109 4.6841 20.7427
O 2.8274 2.9041 22.5334
O -9.876 0.2977 16.7902
O 4.1967 5.6673 11.1919
O 5.1794 1.7161 11.3294
O 2.4689 18.1023 18.2758
O 10.2951 3.2638 12.6112
O 5.1787 7.087 21.3029
O 4.5633 0.6484 19.8161
O 3.1867 8.0614 10.9119
O -4.5376 2.2577 15.1417
O 2.5619 -0.5541 14.8447
O 1.7219 3.3418 20.1139
O 8.7533 5.0999 11.2329
O 5.3131 0.9877 17.2585
O 11.4492 7.0621 20.4205
O -1.1277 1.3561 15.8052
O 6.5191 7.0109 16.5262
O 1.3684 -1.3683 11.932
O 6.4661 1.3335 21.4364
O -3.7798 5.0167 18.3298
O -2.0436 -0.2344 13.7376
O -1.1645 9.7667 11.1945
O 9.9143 -1.6895 20.4956
O 10.4495 5.1606 9.1938
O 12.4129 5.2861 11.0877
O -5.5747 10.328 10.1998
O 5.8303 7.7344 10.6026
O 0.537 2.579 17.7925
O 2.2042 4.6195 17.795
O 1.7533 5.2621 22.0166
O 0.9875 8.6519 16.132
O -4.7924 -1.329 20.7481
O 7.3605 9.4662 11.8447
O 3.0686 3.307 11.6624
O 15.8136 6.9219 14.3019
O 6.5083 4.7763 20.8084
O -9.7725 13.4971 15.2325
O -1.2148 16.5134 13.6399
O -3.4404 -3.9988 14.1272
O -1.3919 -1.2668 16.1797
O 10.2785 8.0047 18.1692
O 9.4814 8.2147 13.2115
O 3.5582 12.3709 13.4378
O -3.1234 3.711 13.3634
O 5.6411 2.9576 18.9717
O 3.9757 -2.1645 19.7011
O 6.6999 1.5119 9.2061
O -3.4531 0.1048 16.0409
O 6.3057 7.5233 19.0112
O 12.3151 9.2994 19.3328
O 2.8552 6.2714 15.8383
O 2.5005 7.7848 13.5466
O 8.8901 0.5346 21.3432
O -7.8289 9.611 17.3426
O 3.9313 9.8428 12.7098
O 4.6352 5.7243 17.831
O 5.1967 3.5341 13.1684
O 3.179 2.1997 18.1994
O 11.2938 2.9546 10.1721
O 5.1963 -0.1155 14.8435
O -1.1738 7.1231 15.6953
H -10.2356 13.6594 14.3926

Results
free energy: -131015.389 eV
free energy less fixed offsets of H -15.97, N -385.13, O -568.88, Si -635.61 eV per atom: 1.121 eV

Forces (eV/angstrom), in the order of the atoms: element, x, y, z
Si 0.0024 0.0004 -0.0004
Si 0.0008 0.0032 0.0015
Si 0.0009 -0.0009 0.0017
Si -0.0011 0.0005 0.0028
Si -0.0065 -0.0039 0.008
Si 0.0006 -0.0033 0.0003
Si -0.0021 0.0002 0.0016
Si 0.0071 0.0022 0.0049
Si -0.0005 -0.0007 -0.0017
Si 0.0002 -0.0004 -0.0008
Si -0.0012 -0.0016 -0.002
Si -0.0003 0.0019 -0.0009
Si 0.0011 0.0037 -0.0003
Si -0.0036 -0.0034 0.001
Si 0.0012 0.0012 -0.0002
Si -0.0064 -0.0017 0.0019
Si 0 -0.0011 0.0009
Si 0.0025 0.0017 0.0004
Si -0.0003 0.0004 0.0022
Si 0.0007 0 0.0016
Si -0.001 -0.0014 0.0002
Si 0.0009 -0.0019 0.0012
Si 0.002 0.0008 -0.0019
Si 0 0.0007 0.0017
Si -0.1702 -0.4572 0.3263
Si -0.1819 0.4018 -0.5306
Si -0.1964 -0.1183 -0.3501
Si 0.0031 0.1238 0.089
Si -0.0118 0.1749 -0.4661
Si -0.33 -0.1918 0.7783
Si 0.2246 0.3998 0.6817
Si -0.3321 0.1065 -0.5405
Si 0.0684 -0.0811 0.0039
Si -0.1237 -0.0929 0.0522
Si -0.0103 -0.0808 -0.0254
Si 0.1817 0.1108 0.0305
Si -0.0872 -0.0611 0.022
Si -0.0034 -0.0851 -0.0233
Si 0.092 0.1028 0.0465
Si 0.0351 -0.1328 0.0063
Si -0.0386 0.061 0.0022
Si -0.0213 0.02 -0.0569
Si -0.031 0.0526 0.0021
Si -0.0069 0.0327 -0.0073
Si -0.0234 -0.0161 -0.0542
Si -0.0238 0.064 0.0153
Si 0.0502 -0.0237 0.0029
Si -0.0659 0.0615 -0.0033
Si 0.0593 -0.0828 -0.0271
Si -0.0192 0.0493 0.0037
Si -0.007 -0.0139 0.0364
Si 0.0621 -0.061 0.0205
Si -0.0159 0.0428 0.0059
Si 0.1268 -0.1207 -0.0213
Si 0.0377 -0.0552 0.011
Si -0.0582 -0.0061 0.0462
Si -0.1286 0.0333 -0.0706
Si -0.0681 -0.0611 0.0161
Si 0.0924 0.0883 0.0429
Si 0.0425 0.2246 -0.0618
Si -0.0295 -0.1509 0.0118
Si -0.108 0.0573 -0.0512
Si -0.0052 0.1234 -0.0298
Si 0.105 0.0243 0.024
Si 0.0457 -0.3173 -0.2264
Si -0.2902 -0.0744 0.609
Si 0.3593 -0.2994 -0.4032
Si 0.1153 -0.1083 0.264
Si 0.2662 0.3386 0.4483
Si 0.1596 0.0082 -0.8343
Si -0.0568 0.054 0.6528
Si 0.3173 -0.0677 -0.5072
Si -0.0003 0.0014 -0.0026
Si -0.0018 -0.0007 0.0002
Si 0.0002 0.0031 -0.0008
Si 0.0014 0.0018 -0.0018
Si -0.0002 0.0005 0.0003
Si 0 0.0011 -0.0005
Si 0.0005 0.0006 -0.0001
Si -0.0011 0.0008 -0.0005
Si 0.0009 0 0.0017
Si 0.0017 -0.0008 0.0012
Si 0.0003 -0.0033 -0.0002
Si 0.0029 0.0009 -0.0001
Si -0.0015 -0.0029 -0.0004
Si -0.0032 -0.0023 -0.0003
Si 0.0004 0.0006 0.0012
Si 0.0013 -0.001 0.0007
Si -0.0059 -0.0007 0.0022
Si 0.0059 -0.0049 -0.0088
Si 0.0049 -0.0036 -0.0065
Si -0.0051 0.0015 -0.0044
Si 0.0011 -0.0003 -0.0037
Si -0.0012 0.0057 -0.0012
Si -0.0015 0.0004 -0.0028
Si 0.002 -0.0049 -0.0028
N 0.0064 -0.0001 0.0068
O -0.0013 0.0012 0.0016
O -0.0003 -0.0022 0.0037
O -0.0001 0 0.0054
O 0.0021 0 -0.0015
O 0.0091 0.0035 -0.0012
O -0.0008 0.0006 0.0019
O -0.0007 0.0009 0.002
O -0.001 0.0002 -0.0036
O 0.0007 -0.0005 -0.0008
O -0.0008 0.0035 0.006
O -0.0007 0.001 -0.0002
O -0.0022 0.0001 -0.0003
O -0.0022 -0.0025 -0.0041
O 0.0007 0.0008 0.0016
O 0.0008 -0.0008 -0.0013
Si -0.0037 0.0009 -0.0058
Si 0.002 -0.0013 -0.002
Si 0.0008 -0.0002 -0.0008
Si 0.0006 0.0002 -0.0005
Si 0.001 0.001 -0.0007
Si 0 -0.0005 0.0001
Si -0.0007 0.001 0.0008
Si -0.0003 0.0008 0.0034
Si -0.0002 0.0009 0.0005
Si 0.0009 0.0005 -0.0032
Si -0.0085 0.0058 0.001
Si 0.0011 0.0013 0.0002
Si 0.0047 0.0021 -0.001
Si 0.0004 0.0014 0.0026
Si 0.0001 0 0.0013
Si -0.0007 -0.0008 -0.0015
Si -0.0003 0.0002 0.0004
Si 0.0001 -0.0001 -0.0002
Si -0.0003 -0.0003 -0.0014
Si 0.0001 0.0014 0.0005
Si 0.0027 -0.0007 -0.0024
Si -0.0006 -0.0012 -0.0019
Si 0.0002 -0.0001 -0.0007
Si 0.0012 0 -0.0026
Si -0.0004 0.0008 -0.0018
Si -0.0013 -0.0031 0.009
Si 0.0006 0.0017 -0.0002
Si 0.0001 -0.0011 -0.0001
Si 0.0019 -0.0001 0.0004
Si 0.0025 -0.0002 0.0008
Si 0.0003 -0.0002 -0.0014
Si 0.0004 0 -0.0007
Si 0.0012 -0.0004 -0.001
Si 0.0003 0.002 0.0008
Si -0.0039 -0.0018 -0.0017
Si -0.0013 0.0004 -0.0013
Si -0.0007 0.0004 -0.0006
O 0.0003 -0.0003 0.0006
O -0.0002 -0.0017 0.0003
O 0.0015 -0.0014 0.0044
O -0.0011 0.0038 0.0024
O -0.0036 -0.0034 -0.0015
O -0.0007 -0.0012 0.0022
O -0.0004 -0.0006 0.0005
O 0 -0.0018 0.0016
O -0.0001 0.0004 0.0017
O -0.0005 -0.0002 0.0007
O 0.0018 -0.0011 0.0016
O -0.0006 0.0012 0.0019
O -0.0009 -0.0003 0.0006
O -0.0011 0.0009 0.0009
O 0.0005 0.0032 -0.0002
O -0.0013 0.0002 0.0018
O -0.0002 -0.0006 -0.001
O -0.0028 0.0027 -0.0006
O 0.001 -0.0023 0.0003
O -0.0012 0.0017 -0.0013
O 0.0004 -0.0002 0.0006
O -0.0002 0.0001 0.0002
O -0.0003 0.0013 0.0006
O 0 -0.0007 0.0002
O -0.0002 0.0005 0.0001
O -0.0001 0.0005 0.0018
O -0.0005 -0.0004 0.0002
O 0.0002 -0.0007 0.0003
O -0.0089 0.0069 -0.0037
O 0.0013 0.0018 0.0035
O -0.0005 0.0006 0.0003
O -0.0003 -0.0003 0.0007
O -0.0002 -0.0005 0.0004
O 0.0002 0.0003 0.0003
O 0.0012 -0.0005 -0.0003
O -0.0001 -0.0002 0.0006
O -0.0001 -0.0016 0.0001
O 0.001 0.0001 0.0013
O -0.0001 -0.0002 -0.0001
O 0.0012 0.0004 0.0006
O 0.0002 -0.0011 0.0002
O -0.0136 0.0049 -0.0196
O -0.0007 0.0023 0.0031
O 0.0005 -0.0008 0.0013
O -0.0005 0.0014 0.0003
O -0.0002 0 0.0005
O 0 -0.0019 0.0016
O -0.0009 -0.0001 0
O -0.0025 -0.0022 0.0028
O -0.0002 0.0008 0.0016
O -0.0008 0.0003 0.0002
O -0.0028 -0.0022 0.0013
O 0.0056 -0.0034 0.0012
O 0.0005 -0.0012 -0.0013
O -0.0002 0 0.0012
O 0.0002 -0.0002 0.0007
O -0.0003 -0.0009 0.0017
O 0.0009 -0.0014 0.001
O -0.0005 -0.0005 0.0005
O 0.0017 -0.0009 -0.001
O 0.001 0.0003 0.0009
O 0.0001 0.0011 0.0007
O -0.0034 0.0016 -0.0007
O -0.001 -0.0051 0.0039
O 0.001 0.0002 0.0009
O 0 -0.0001 0.001
H 0.0134 -0.0057 0.0203

The program warned: the cutoff lies below the one the program advises for these potential files; the exchange-correlation potential is rough where the density is thin.
